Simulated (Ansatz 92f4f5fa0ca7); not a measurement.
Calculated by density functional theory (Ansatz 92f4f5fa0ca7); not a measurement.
Periodic cell of 226 atoms, Si133O92As1, from a study of silicon, its oxide and their interface. The atomic structure is a simulated model.
Doubt: the cutoff is far below the 930 eV that the study's wrapper takes by default for these files, so forces and energies are approximate.
This geometry differs little from another in the collection (a relaxation step or a small displacement).

Settings: functional PBE; potential files Ansatz PAW; basis plane waves; wave-function cutoff 580 eV; density cutoff ratio 5; exchange-correlation grid ratio 1; k mesh 1 x 1 x 1, Gamma-centred; self-consistency stop 5e-08 eV per atom in the density residual; occupations fixed; spin none; net charge +1 e, with a uniform compensating background and no finite-size correction.

Cell vectors (angstrom)
a, 10.938, 0, 0
b, 0, 10.938, 0
c, 0, 0, 31.9494

Atoms: element, x, y, z (angstrom)
Si, 10.6309, 0.003, 24.4147
Si, 5.0837, 0.1277, 24.6606
Si, 2.8294, 2.2939, 24.5261
Si, 8.5767, 2.439, 24.5595
Si, 10.7169, 5.5915, 24.3321
Si, 5.1648, 5.6176, 24.4451
Si, 2.9938, 7.957, 24.3994
Si, 8.4267, 7.8351, 24.4143
Si, 1.2989, 1.13, 25.835
Si, 6.8216, 1.331, 25.7394
Si, 3.9937, 4.0107, 25.7273
Si, 9.6963, 4.0233, 25.8485
Si, 1.346, 6.7966, 25.6685
Si, 6.8107, 6.7246, 25.7464
Si, 4.0044, 9.4696, 25.952
Si, 9.4912, 9.4418, 25.8015
Si, 2.6391, -0.1339, 27.2923
Si, 8.1491, -0.0653, 27.141
Si, 0.0897, 2.6562, 27.2069
Si, 5.4622, 2.7271, 27.1071
Si, 2.676, 5.4178, 27.1037
Si, 8.2019, 5.3727, 27.1282
Si, 0.0241, 8.1568, 27.1287
Si, 5.5178, 8.1447, 27.1757
Si, 4.098, 1.3336, 28.4867
Si, 9.5509, 1.3156, 28.4966
Si, 1.4029, 4.0686, 28.5647
Si, 6.8171, 4.0646, 28.5205
Si, 4.0867, 6.7728, 28.4783
Si, 9.57, 6.7826, 28.4696
Si, 1.2917, 9.4746, 28.6417
Si, 6.8313, 9.5378, 28.5622
Si, -0.0424, -0.0222, 29.9276
Si, 5.4553, -0.0141, 29.8897
Si, 2.7794, 2.7154, 29.8938
Si, 8.1919, 2.7022, 29.8684
Si, -0.0131, 5.4377, 29.882
Si, 5.4611, 5.4472, 29.8832
Si, 2.7427, 8.1406, 29.9052
Si, 8.228, 8.1722, 29.8728
Si, 1.3715, 1.3744, 31.2444
Si, 6.829, 1.3636, 31.2529
Si, 4.1189, 4.082, 31.2703
Si, 9.554, 4.0797, 31.2461
Si, 1.3602, 6.8039, 31.2662
Si, 6.8333, 6.8421, 31.2401
Si, 4.0946, 9.555, 31.2558
Si, 9.549, 9.5429, 31.2808
Si, 2.7385, 0.0107, 0.6648
Si, 8.2034, 0.0134, 0.6664
Si, 0.012, 2.7488, 0.6765
Si, 5.4896, 2.7445, 0.6953
Si, 2.7418, 5.4562, 0.6716
Si, 8.2101, 5.4869, 0.6577
Si, 0.0138, 8.2079, 0.6933
Si, 5.4873, 8.2257, 0.685
Si, 4.1011, 1.3812, 2.0509
Si, 9.6016, 1.3541, 2.0304
Si, 1.3581, 4.1437, 2.0544
Si, 6.854, 4.1446, 2.0361
Si, 4.0959, 6.8494, 2.0213
Si, 9.5768, 6.8416, 2.0581
Si, 1.3652, 9.6214, 2.0458
Si, 6.8427, 9.6328, 2.0501
Si, 0.0248, 0.0339, 3.4732
Si, 5.4895, 0.0559, 3.4494
Si, 2.7017, 2.758, 3.3879
Si, 8.2642, 2.7795, 3.3269
Si, 0.0208, 5.5124, 3.4767
Si, 5.4708, 5.5235, 3.3984
Si, 2.7281, 8.2373, 3.3626
Si, 8.2515, 8.2992, 3.3749
Si, 1.3634, 1.4546, 4.8382
Si, 6.9099, 1.4939, 4.7344
Si, 4.0856, 4.1282, 4.7232
Si, 9.5937, 4.0744, 4.7816
Si, 1.3469, 6.9979, 4.8211
Si, 6.8491, 6.9595, 4.7041
Si, 4.057, 9.5998, 4.7474
Si, 9.6253, 9.5748, 4.8411
Si, 2.7559, 0.0501, 6.1285
Si, 8.2941, 0.1205, 6.085
Si, 0.0077, 2.7936, 6.3066
Si, 5.5145, 2.8598, 6.0947
Si, 2.6875, 5.5075, 6.0403
Si, 8.262, 5.6001, 5.9663
Si, 0.0572, 8.3126, 6.3863
Si, 5.5395, 8.3741, 6.1027
Si, 4.4222, 1.1813, 7.3227
Si, 9.8042, 1.1463, 7.6259
Si, 1.1677, 4.4831, 7.5181
Si, 6.6442, 4.5729, 7.2844
As, 4.2551, 6.7772, 7.4805
Si, 9.7377, 6.615, 7.506
Si, 1.2892, 9.9614, 7.7071
Si, 6.7258, 9.9711, 7.4119
O, 9.5924, 1.2429, 23.976
O, 4.113, 6.8084, 23.9412
O, 4.0184, 1.2392, 24.0238
O, 9.5444, 6.7035, 23.8961
O, -0.0184, 5.5427, 8.0124
O, 5.5607, 0.1125, 7.9028
O, 0.0734, 0.0979, 8.1384
O, 5.6347, 5.7079, 8.0201
O, 7.6314, 3.9162, 8.4187
O, 8.7401, 7.0339, 8.7721
O, 2.1926, 9.5403, 9.0594
O, 8.8989, 1.6412, 8.9465
O, 7.6139, 9.4425, 8.6934
O, 3.5894, 1.8067, 8.5894
O, 3.3489, 7.1772, 9.0534
O, 2.0872, 4.0163, 8.81
O, 8.1486, 3.4974, 23.3611
O, 0.46, 4.9404, 22.9505
O, 1.9121, 2.7512, 23.2404
O, 5.8395, 4.9159, 23.1122
O, 5.5426, 9.995, 23.5034
O, 2.4514, 8.6948, 23.0178
O, 0.1955, 10.0709, 23.0833
O, 7.8029, 8.5795, 23.0717
Si, 8.6627, 7.7015, 18.4378
Si, 8.7765, 6.3516, 13.6336
Si, 3.7827, 1.5407, 14.7467
Si, 2.1378, 5.7559, 17.6298
Si, 2.4221, 3.1513, 19.4893
Si, 9.786, 9.0333, 12.0973
Si, 1.3368, 9.4252, 22.0737
Si, 9.153, 0.9626, 13.2051
Si, 1.4306, 5.0639, 13.0273
Si, 1.7665, 8.2854, 12.8685
Si, 6.666, 9.5585, 22.4255
Si, 4.5236, 4.6015, 15.7149
Si, 8.224, 2.9937, 9.6007
Si, 0.8437, 8.2522, 19.2617
Si, 6.9622, 1.355, 21.0918
Si, 8.2327, 8.3015, 9.6815
Si, 10.8968, 5.2144, 15.6072
Si, 7.5597, 9.5018, 16.3229
Si, 9.9397, 2.0671, 20.2955
Si, 3.1752, 8.5562, 9.9622
Si, 6.6969, 3.3532, 17.4102
Si, 1.1731, 0.2169, 19.8027
Si, 3.2323, 2.8164, 12.3053
Si, 7.2265, 5.3963, 19.684
Si, 5.7483, 8.6517, 11.5444
Si, 5.7825, 6.0586, 13.2063
Si, 4.6299, 9.7095, 17.6436
Si, 1.0311, 3.6055, 22.1711
Si, 4.9046, 1.4918, 18.8062
Si, 3.2055, 3.0718, 9.5213
Si, 6.4342, 10.8145, 13.7922
Si, 10.3322, 0.1225, 15.9853
Si, 5.6698, 3.6384, 11.1662
Si, 9.8465, 3.8924, 11.9157
Si, 2.3264, 9.9369, 15.5881
Si, 6.0834, 8.1227, 19.8056
Si, 6.9454, 3.9771, 22.3728
Si, 9.7563, 2.7915, 17.3662
O, 7.1891, 6.3536, 13.9888
O, 1.8859, 7.0642, 18.6813
O, 10.2965, 4.0465, 16.5249
O, 6.1571, 9.9571, 17.0597
O, 10.1263, 0.6863, 14.4741
O, 8.4521, 6.1188, 18.854
O, 5.1504, 0.6746, 14.4353
O, 5.7249, 2.0558, 17.5232
O, 8.3558, 1.9512, 20.551
O, 1.9921, 4.3047, 18.4014
O, 6.9778, 2.7876, 10.6581
O, 4.868, 2.6944, 12.2262
O, 6.0267, 4.3984, 16.3513
O, 4.5857, 3.8861, 9.9331
O, 10.6992, 2.7807, 21.5542
O, 9.7295, 6.1637, 14.9594
O, 6.0158, 6.4872, 19.8426
O, 4.0847, 0.1779, 18.297
O, 9.2254, 10.5563, 12.2715
O, 2.8606, 4.3652, 12.6988
O, 1.9182, 10.7091, 21.2101
O, 4.001, 2.733, 19.3826
O, 0.7132, 10.0524, 15.9965
O, 1.2814, 9.8094, 18.8386
O, 1.7191, 1.6718, 19.273
O, 8.9219, 10.4027, 16.5173
O, 4.8739, 8.585, 18.8075
O, 9.5756, 8.7538, 10.4969
O, 6.7506, 4.0883, 18.8599
O, 2.8288, 1.7291, 13.42
O, 5.84, 8.7713, 21.2706
O, 2.5443, 2.4473, 10.878
O, 7.6296, 4.8528, 21.1713
O, 5.2109, 7.4643, 12.5565
O, 0.3857, 9.0736, 12.5746
O, 7.5592, 1.0589, 13.5787
O, 7.101, 9.6356, 14.7495
O, 8.9754, 5.0294, 12.6916
O, 8.0923, 8.0392, 16.9101
O, 6.2242, 2.5773, 21.9041
O, 2.4355, 9.073, 14.1639
O, 0.4277, 4.4871, 11.8747
O, 0.8164, 8.3215, 20.9339
O, 9.4057, 3.8094, 10.355
O, 9.6503, 2.3847, 12.5522
O, 7.6257, 8.5649, 19.3921
O, 2.5425, 8.3099, 11.4384
O, 3.9768, 3.058, 15.3876
O, 0.8537, 4.5023, 14.4449
O, 10.0563, 3.0109, 18.9579
O, 9.1027, 7.802, 12.9439
O, 10.5203, 0.5459, 20.0748
O, 6.0312, 5.0268, 11.9412
O, 8.1575, 2.7599, 17.0114
O, 3.5351, 5.4865, 16.7316
O, 4.6849, 9.0884, 10.3542
O, 1.5397, 6.6861, 13.1653
O, 4.7508, 5.4844, 14.3459
O, 2.0558, 3.8636, 20.9196
O, 10.5437, 1.4225, 16.9496
O, 0.9479, 6.0855, 16.5571
O, 7.3503, 10.9543, 21.9318
O, 5.9403, 0.9192, 19.9195
O, 6.0489, 10.0156, 12.4073
O, 2.8339, 0.5579, 15.6262
O, 7.0619, 8.0033, 10.7867
O, 10.2479, 8.0225, 18.6856
O, 3.4303, 9.2068, 16.6112

Results
free energy: -141731.173 eV
free energy less fixed offsets of As -4856.12, O -568.88, Si -635.61 eV per atom: -1.963 eV

Forces (eV/angstrom), in the order of the atoms: element, x, y, z
Si, 0.0119, -0.0031, -0.1452
Si, -0.0045, -0.0115, -0.1102
Si, -0.0201, 0.0008, -0.1362
Si, -0.0004, 0.0121, -0.1206
Si, -0.0107, -0.025, -0.1228
Si, -0.0031, -0.0055, -0.1418
Si, -0.0048, 0.0188, -0.1178
Si, -0.0042, -0.0036, -0.128
Si, 0.007, -0.0006, 0.0364
Si, 0.0222, 0.0039, -0.0161
Si, 0.0004, 0.0118, -0.006
Si, 0.017, 0.0122, 0.0138
Si, 0.0175, 0.0132, -0.0173
Si, 0.0022, 0.0095, 0.0261
Si, 0.0035, -0.0045, 0.0236
Si, 0.0083, 0.0064, -0.0031
Si, -0.0281, -0.0178, 0.0115
Si, -0.0504, -0.0239, -0.0025
Si, 0.0023, 0.0018, 0.0101
Si, 0.0065, 0.0043, -0.0129
Si, -0.0296, -0.0336, -0.0221
Si, -0.0233, -0.019, -0.0173
Si, -0.0165, -0.0043, -0.0148
Si, 0.005, 0.001, 0.0011
Si, -0.0434, -0.0461, 0.0223
Si, 0.0227, 0.0325, 0.0239
Si, -0.0702, 0.006, -0.061
Si, 0.0002, 0.0048, -0.0144
Si, 0.0141, 0.0575, 0.0435
Si, -0.03, 0.0034, 0.0535
Si, 0.0803, 0.0742, -0.142
Si, -0.0114, 0.0052, -0.0582
Si, -0.0131, 0.045, 0.0321
Si, -0.0045, 0.0156, 0.0101
Si, 0.0064, -0.0646, 0.0105
Si, 0.025, -0.0136, 0.0064
Si, 0.0247, 0.0039, 0.006
Si, 0.0114, 0.002, 0.006
Si, 0.0323, -0.0424, 0.0276
Si, 0.0159, -0.0374, -0.0049
Si, 0.001, 0.0099, -0.0013
Si, -0.0292, -0.0067, -0.0028
Si, 0.0051, 0.0121, 0.0115
Si, -0.0009, -0.0094, -0.0029
Si, -0.0348, 0.0002, 0.0056
Si, 0.0035, 0.0126, -0.0048
Si, -0.0035, 0.009, -0.0065
Si, 0.0015, -0.0208, 0.0214
Si, 0.0072, 0.0152, 0.0019
Si, 0.0165, 0.014, -0.002
Si, -0.0093, -0.0059, -0.0126
Si, 0.0169, -0.0153, 0.0188
Si, -0.0104, -0.0104, -0.0083
Si, 0.0024, -0.0079, -0.007
Si, 0.0113, 0.0219, 0.0109
Si, 0.0035, 0.0014, -0.0149
Si, 0.001, 0.0037, 0.001
Si, 0.0537, -0.0172, -0.0236
Si, -0.0251, 0.0378, -0.0188
Si, -0.037, 0.0194, -0.0302
Si, -0.0012, 0.0373, -0.0519
Si, 0.0118, -0.0082, 0.008
Si, -0.0483, 0.0083, -0.0099
Si, -0.0727, -0.0049, -0.0179
Si, -0.0207, 0.0099, -0.0859
Si, 0.1028, 0.0278, -0.035
Si, -0.0103, 0.0046, 0.0189
Si, -0.0508, -0.0141, 0.1045
Si, -0.0087, -0.088, -0.0608
Si, 0.0152, -0.0172, -0.0085
Si, 0.0557, -0.0275, 0.0339
Si, -0.0196, 0.0152, 0.0431
Si, 0.0255, 0.0356, 0.0388
Si, 0.0254, 0.0336, 0.0016
Si, 0.1325, -0.0647, -0.0455
Si, 0.0191, 0.0107, 0.0147
Si, 0.0423, 0.1488, 0.0175
Si, 0.0334, -0.1189, -0.0267
Si, -0.1383, -0.0323, -0.0216
Si, 0.0167, -0.0041, 0.0605
Si, -0.0351, -0.0084, 0.0249
Si, -0.0057, 0.019, -0.0363
Si, -0.0349, -0.018, -0.0342
Si, 0.0223, 0.0117, 0.0373
Si, -0.0047, 0.0382, 0.1475
Si, -0.0548, -0.0243, 0.035
Si, -0.0303, 0.0185, 0.0169
Si, 0.1794, 0.1261, 0.1505
Si, -0.0669, 0.0762, 0.1452
Si, -0.0502, 0.0102, 0.2072
Si, -0.0905, -0.1017, 0.2548
Si, 0.3162, -0.2526, 0.1298
As, -0.0039, -0.3034, 0.603
Si, -0.0386, 0.0474, 0.1548
Si, 0.009, 0.0416, 0.1387
Si, 0.0981, 0.1186, 0.2386
O, -0.0125, -0.0061, 0.0791
O, 0.0017, -0.0203, 0.0673
O, 0.0035, 0.0035, 0.0794
O, 0.0049, -0.0009, 0.0678
O, 0.0704, -0.0158, -0.0554
O, 0.0422, -0.0322, -0.0384
O, 0.0067, -0.0146, -0.064
O, -0.4935, 0.3068, -0.2762
O, -0.2455, 0.1852, -0.2766
O, 0.0667, -0.0411, -0.1737
O, -0.0193, -0.044, -0.1738
O, 0.0337, 0.01, -0.1823
O, -0.1221, 0.0954, -0.229
O, 0.051, -0.0779, -0.1656
O, 0.5295, -0.5402, -0.9164
O, -0.0733, 0.1246, -0.2367
O, 0.0582, -0.0459, 0.1547
O, -0.0376, 0.0612, 0.1493
O, 0.0621, -0.0544, 0.1706
O, -0.0533, 0.0512, 0.1462
O, -0.0782, 0.049, 0.1811
O, 0.0471, -0.0461, 0.1534
O, -0.0497, 0.0393, 0.1603
O, 0.0519, -0.0507, 0.1468
Si, 0.0081, -0.0041, -0.0038
Si, 0.0133, -0.0101, 0.1894
Si, 0.0033, -0.0045, 0.1624
Si, 0.0034, 0.0029, 0.0364
Si, 0.0214, -0.0108, -0.0954
Si, -0.011, 0.025, 0.2666
Si, -0.0038, 0.0014, -0.2425
Si, 0.0022, -0.0127, 0.2072
Si, -0.0242, -0.0142, 0.2067
Si, -0.0933, -0.0033, 0.376
Si, -0.0039, 0.0099, -0.242
Si, 0.0035, -0.0081, 0.1505
Si, -0.0036, 0.0375, 0.3014
Si, -0.0066, -0.0192, -0.0867
Si, -0.0065, 0.0042, -0.1573
Si, 0.0948, -0.0334, 0.3999
Si, -0.0079, -0.0099, 0.1596
Si, 0.0017, -0.0087, 0.1072
Si, -0.007, -0.0183, -0.125
Si, 0.029, 0.384, 0.5186
Si, 0.0082, -0.0131, 0.0197
Si, -0.0101, 0.0111, -0.0957
Si, -0.0061, -0.0227, 0.2777
Si, -0.01, 0.0214, -0.113
Si, 0.0276, 0.0348, 0.3586
Si, -0.0091, -0.0221, 0.2491
Si, 0.0054, 0.0049, 0.0224
Si, -0.0163, -0.0277, -0.2438
Si, -0.0178, 0.0053, -0.0383
Si, 0.0298, -0.0786, 0.363
Si, 0.008, 0.0109, 0.2096
Si, -0.0032, -0.0015, 0.1127
Si, 0.0146, 0.024, 0.3053
Si, 0.0079, 0.0129, 0.2861
Si, -0.0042, 0.0268, 0.1575
Si, 0.0044, -0.0249, -0.1186
Si, -0.001, -0.019, -0.2275
Si, -0.0193, -0.0088, 0.0154
O, -0.0192, 0.0045, -0.0772
O, -0.0077, 0.0054, 0.0119
O, 0.0124, 0.0251, -0.0454
O, 0.0112, -0.0015, -0.0289
O, -0.0313, 0.0202, -0.1189
O, -0.0079, -0.0082, 0.0194
O, 0.0209, -0.0112, -0.0678
O, -0.0032, 0.0008, -0.0033
O, -0.0201, -0.0015, 0.0545
O, -0.0014, -0.0069, 0.0164
O, 0.0835, 0.0072, -0.197
O, 0.0248, 0.0249, -0.1243
O, -0.0236, 0.0152, -0.0428
O, -0.077, 0.0497, -0.2184
O, 0.032, 0.0348, 0.1015
O, -0.0349, 0.0203, -0.0934
O, -0.0014, -0.0011, 0.0385
O, -0.002, -0.0012, 0.0027
O, 0.0084, -0.0554, -0.1038
O, 0.0163, -0.0168, -0.0866
O, 0.0003, -0.0312, 0.1025
O, -0.004, 0.0042, 0.0244
O, 0.0121, -0.0075, -0.0429
O, 0.0021, 0.0085, 0.0264
O, -0.0071, -0.0077, 0.0282
O, 0.0022, 0.0043, -0.0356
O, 0.0071, -0.0029, 0.0246
O, -0.0626, -0.0346, -0.212
O, 0.0023, 0.0079, 0.0285
O, -0.0143, 0.035, -0.1353
O, 0.016, 0.0358, 0.126
O, -0.0016, 0.0153, -0.1973
O, -0.0086, -0.0363, 0.1238
O, -0.0084, 0.0585, -0.1538
O, 0.0192, -0.0115, -0.0963
O, 0.0133, 0.0065, -0.0715
O, -0.0237, 0.0261, -0.1026
O, 0.0151, -0.0513, -0.1038
O, -0.006, 0.0075, -0.0233
O, 0.0009, 0.0348, 0.0856
O, -0.0127, -0.0703, -0.178
O, -0.0254, -0.019, -0.1019
O, 0.0106, 0.0264, 0.1137
O, -0.0857, -0.0415, -0.2211
O, 0.0058, 0.063, -0.1143
O, -0.0168, 0.0072, 0.0315
O, 0.1247, -0.0267, -0.3855
O, -0.0116, -0.0226, -0.0641
O, 0.034, 0.0052, -0.1237
O, 0.0026, -0.0071, 0.038
O, 0.0156, 0.0562, -0.1093
O, -0.0034, 0.0053, 0.039
O, -0.0024, -0.0528, -0.1447
O, 0.0021, 0.0028, -0.0105
O, 0.0141, -0.0112, -0.0422
O, -0.143, -0.0631, -0.2225
O, 0.0206, 0.0469, -0.0884
O, 0.0274, 0.0382, -0.1279
O, -0.03, 0.0122, 0.1144
O, 0.0037, -0.0106, -0.0255
O, -0.0181, -0.0042, -0.0484
O, -0.0034, -0.0431, 0.0945
O, 0.0265, -0.0012, 0.0624
O, -0.0345, -0.0816, -0.1713
O, 0.0088, 0.0237, -0.0533
O, 0.0417, 0.0043, -0.1694
O, 0.0092, 0.0054, 0.0157
O, -0.0234, 0.0019, -0.046

The program warned: the cutoff lies below the one the program advises for these potential files; the exchange-correlation potential is rough where the density is thin.
